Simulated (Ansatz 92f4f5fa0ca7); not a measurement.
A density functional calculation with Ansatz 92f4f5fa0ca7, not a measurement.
Periodic cell of 223 atoms, Si132O89H2, from a study of silicon, its oxide and their interface. The atomic structure is a simulated model.

Settings: functional PBE; potential files Ansatz PAW; basis plane waves; wave-function cutoff 700 eV; density cutoff ratio 5; exchange-correlation grid ratio 1; k mesh 2 x 2 x 1, shifted by 0.5 0.5 0.5 of a step; self-consistency stop 5e-08 eV per atom in the density residual; occupations fixed; spin none; net charge 0.

Cell vectors (angstrom)
a 10.938 0 0
b 0 10.938 0
c 0 0 32.7589

Atoms: element, x, y, z (angstrom)
Si -0.0386 0.2401 25.1702
Si 5.7226 -0.1867 25.213
Si 2.4104 2.9539 25.312
Si 8.5535 2.4176 25.0834
Si 0.3427 5.3297 25.3206
Si 5.1813 5.797 25.3001
Si 3.0198 7.9889 25.6786
Si 7.9167 8.4679 25.2689
Si 1.3344 1.4027 26.6857
Si 6.9363 1.3692 26.5054
Si 4.1214 4.0737 26.5343
Si 9.579 4.1127 26.4612
Si 1.4274 6.7629 26.8185
Si 6.8144 6.8793 26.6223
Si 4.23 9.6501 26.7174
Si 9.639 9.5778 26.4728
Si 2.7405 0.0215 27.9902
Si 8.2563 -0.0219 27.9289
Si -0.0581 2.7753 27.9828
Si 5.5115 2.7078 27.905
Si 2.8123 5.3747 28.0477
Si 8.211 5.4572 27.914
Si -0.0171 8.2094 27.9673
Si 5.4976 8.2075 28.0486
Si 4.1018 1.3673 29.3407
Si 9.5708 1.3673 29.3407
Si 1.3673 4.1018 29.3407
Si 6.8362 4.1018 29.3407
Si 4.1018 6.8362 29.3407
Si 9.5708 6.8362 29.3407
Si 1.3673 9.5708 29.3407
Si 6.8362 9.5708 29.3407
Si 0 0 30.7079
Si 5.469 0 30.7079
Si 2.7345 2.7345 30.7079
Si 8.2035 2.7345 30.7079
Si 0 5.469 30.7079
Si 5.469 5.469 30.7079
Si 2.7345 8.2035 30.7079
Si 8.2035 8.2035 30.7079
Si 1.3673 1.3673 32.0752
Si 6.8362 1.3673 32.0752
Si 4.1018 4.1018 32.0752
Si 9.5708 4.1018 32.0752
Si 1.3673 6.8362 32.0752
Si 6.8362 6.8362 32.0752
Si 4.1018 9.5708 32.0752
Si 9.5708 9.5708 32.0752
Si 2.7345 0 0.6835
Si 8.2035 0 0.6835
Si 0 2.7345 0.6835
Si 5.469 2.7345 0.6835
Si 2.7345 5.469 0.6835
Si 8.2035 5.469 0.6835
Si 0 8.2035 0.6835
Si 5.469 8.2035 0.6835
Si 4.1018 1.3673 2.0507
Si 9.5708 1.3673 2.0507
Si 1.3673 4.1018 2.0507
Si 6.8362 4.1018 2.0507
Si 4.1018 6.8362 2.0507
Si 9.5708 6.8362 2.0507
Si 1.3673 9.5708 2.0507
Si 6.8362 9.5708 2.0507
Si 0 0 3.418
Si 5.469 0 3.418
Si 2.7345 2.7345 3.418
Si 8.2035 2.7345 3.418
Si 0 5.469 3.418
Si 5.469 5.469 3.418
Si 2.7345 8.2035 3.418
Si 8.2035 8.2035 3.418
Si 1.3603 1.3522 4.8007
Si 6.8407 1.3614 4.7902
Si 4.1294 4.0849 4.7084
Si 9.5762 4.111 4.8101
Si 1.3515 6.8491 4.7675
Si 6.7881 6.8677 4.8196
Si 4.0899 9.5374 4.8513
Si 9.4811 9.6571 4.7145
Si 2.6553 -0.092 6.2109
Si 8.1384 -0.003 6.2247
Si -0.0009 2.7378 6.1921
Si 5.476 2.7393 6.1035
Si 2.747 5.4134 6.0366
Si 8.1918 5.4933 6.1489
Si -0.1176 8.2623 5.9724
Si 5.3775 8.1504 6.3265
Si 3.8687 1.5571 7.3397
Si 9.7847 1.1572 7.4916
Si 1.6938 3.8491 7.4197
Si 6.6604 4.3032 7.4513
Si 4.2541 6.3762 7.5528
Si 9.2883 7.1818 7.3664
Si 0.9323 9.7107 7.4699
Si 6.9747 9.3485 7.609
O 1.3897 4.1549 24.7671
O 6.8086 9.5884 24.7113
O 2.7749 2.6759 7.8543
O 8.1523 8.2374 7.9883
O 5.508 5.3722 7.9457
O -0.0676 -0.0001 7.9584
O 4.0297 6.9221 24.9286
O 9.7332 1.3185 24.721
O 1.1507 8.7706 8.828
O 1.4059 4.6258 8.8472
O 9.2707 1.8625 8.891
O 6.3442 9.9685 9.0275
O 4.5616 0.9558 8.6894
O 3.425 6.4717 8.9928
O 7.4114 3.7781 8.8221
O 10.2625 6.7143 8.6201
O 2.801 2.0135 24.0065
O 5.0135 0.5064 23.8768
O 7.9638 2.7825 23.5725
O 10.7988 6.2844 24.0586
O 8.4991 7.6752 23.9529
O 2.1751 8.834 24.5944
O 5.7387 5.3388 23.8226
O 0.7718 10.7915 23.7589
Si 2.8862 9.4626 18.1845
Si 4.0819 5.267 19.9288
Si -1.3656 4.0132 19.7259
Si 4.1002 1.6338 23.0982
Si 12.6503 -1.3968 23.2438
Si 12.0804 -3.8379 16.7607
Si -0.0511 8.1416 21.169
Si 15.8904 -3.7691 15.0487
Si 3.5766 4.0245 12.3453
Si -5.555 10.3375 14.5529
Si 7.5245 -1.8091 17.6628
Si 6.0592 4.5944 13.8717
Si 7.9015 10.9482 13.0993
Si 0.2344 -3.2926 9.6188
Si -1.1134 9.2757 11.8767
Si -1.5541 10.2618 19.5224
Si 2.3421 -4.961 14.2517
Si 1.1474 -0.1915 12.9856
Si 3.8554 0.7646 12.2222
Si 5.3762 4.4867 22.4861
Si 2.7185 1.4043 17.3769
Si 8.324 2.916 12.7117
Si 5.1436 7.4419 17.975
Si 5.6908 0.3858 9.6942
Si 5.1121 2.4744 18.7958
Si -0.3875 1.7563 17.7328
Si -0.8054 1.3898 14.5655
Si 0.9889 5.8636 19.407
Si 6.5196 0.035 19.7994
Si 9.4434 6.5965 23.19
Si 8.1737 3.8289 22.33
Si 13.2388 5.595 9.8238
Si 5.1167 2.1805 15.8928
Si 3.7123 -0.4222 21.0217
Si 0.3953 8.0768 14.0762
Si 8.0433 2.5611 9.6983
O 4.9061 11.1151 11.1154
O 6.6719 -0.8579 13.6229
O 2.5243 5.3088 19.4778
O 1.2305 1.9913 17.6575
O 0.147 -3.0679 15.6934
O 4.6872 6.6948 16.5984
O -5.6231 -0.7107 20.6687
O 2.0171 6.0243 15.8621
O 5.0673 4.6476 12.5757
O 1.2544 6.6852 10.4564
O 6.1336 1.6273 19.7409
O 6.7384 -3.2103 17.9092
O -0.7673 0.4349 18.6144
O 3.0443 9.7597 22.3157
O 0.7768 8.4826 22.4949
O 7.4223 1.5385 12.7848
O 9.0808 0.1404 14.262
O 9.1027 3.2487 21.1126
O 3.6707 1.1333 21.5882
O 3.7711 2.4016 12.261
O 6.7503 4.2504 21.6455
O 10.9912 4.7319 20.0839
O 3.471 2.0964 16.0861
O 5.6719 0.6513 15.592
O 2.7741 -0.8888 19.7355
O 4.1931 0.0394 13.6422
O 6.1219 6.1071 14.531
O 0.4591 6.132 17.8777
O 2.6311 -0.2169 17.1739
O 5.7872 2.6234 17.3165
O 1.4062 -1.5837 13.8203
O -0.8622 8.3511 10.5877
O -0.0443 -0.441 11.9133
O 13.9176 4.6628 10.9726
O 5.5148 3.3638 14.839
O 7.7809 -1.6693 16.0736
O 4.8571 3.9522 19.3791
O 8.7532 5.1538 23.0464
O 3.6833 6.8888 14.0658
O -1.2658 7.1902 21.6872
O 8.0656 -0.1167 20.3674
O -0.9836 -2.578 13.2459
O 4.8401 -4.3835 19.294
O -6.6688 5.2576 21.5559
O 8.9204 9.0773 18.5003
O 0.6983 0.9535 14.0873
O 4.9021 3.0201 22.9553
O 10.4297 -1.3653 20.5453
O 0.9099 7.2914 20.1802
O -5.8568 8.816 15.0978
O 8.4003 -0.8744 11.8162
O 7.552 4.1949 13.3528
O -4.3058 -0.5592 18.2752
O 1.9169 8.2588 17.6399
O 10.0454 1.661 16.1697
O 4.3849 8.8715 18.0808
O 13.2689 -10.6714 11.9829
O 6.8744 1.4629 9.9451
O 1.0934 -4.2262 13.497
O 2.6041 4.4914 13.6071
O 9.6595 2.6627 13.6391
O 8.6218 3.1472 11.1198
O 3.6742 1.6981 18.6784
O -1.1293 2.9857 18.4785
H 8.4306 -1.0395 15.7137
O -2.4078 5.1816 19.2826
H -3.3474 4.9798 19.1748

Results
free energy: -134579.681 eV
free energy less fixed offsets of H -17.10, O -569.03, Si -635.61 eV per atom: -1.291 eV

Forces (eV/angstrom), in the order of the atoms: element, x, y, z
Si 0.0049 0.0409 -0.0509
Si 0.0082 -0.0282 -0.0484
Si -0.0557 0.0084 -0.0588
Si 0.0083 -0.0322 -0.0764
Si 0.0421 -0.0019 -0.0378
Si -0.0207 0.0427 -0.032
Si -0.0008 -0.0361 -0.0341
Si -0.0466 0.0018 -0.0387
Si 0.0023 -0.0204 0.0094
Si -0.02 -0.006 0.0167
Si -0.0216 0.0089 0.0243
Si 0.0076 -0.014 0.0295
Si -0.0245 -0.0081 -0.0052
Si -0.0073 0.0008 -0.0075
Si 0.0186 0.0055 0.0159
Si -0.0042 0.006 0.0288
Si 0.0091 0.0051 -0.011
Si -0.0012 0.0069 -0.0026
Si -0.004 -0.0016 -0.0136
Si 0.0015 0.007 0.0064
Si 0.0012 -0.0099 -0.0199
Si 0.0134 -0.0177 0.0014
Si -0.0215 0.0162 -0.0041
Si 0.0154 -0.0117 -0.0168
Si 0.22 0.2057 -0.1406
Si -0.1655 0.0082 0.0284
Si -0.1049 -0.2772 0.336
Si 0.0452 -0.0416 -0.4298
Si 0.1069 -0.0977 0.4064
Si -0.1513 -0.0446 -0.232
Si -0.0642 0.013 -0.1044
Si 0.5356 0.1763 0.2144
Si 0.0525 0.0566 -0.0093
Si 0.0466 0.0667 -0.0348
Si -0.0693 -0.0133 0.0184
Si -0.0334 -0.0836 -0.0183
Si 0.0639 0.0393 -0.0368
Si 0.0203 0.1045 0.0133
Si -0.0416 -0.0528 -0.0231
Si -0.0221 0.0373 0.019
Si 0.0604 -0.0368 0.0185
Si -0.0132 0.032 0.0052
Si -0.0271 -0.0044 -0.0062
Si 0.0286 0.0222 -0.0192
Si -0.0363 0.0037 0.0098
Si 0.0227 -0.0227 0.0206
Si -0.0031 -0.044 -0.0182
Si 0.0202 -0.0554 0.0004
Si -0.0088 0.0057 -0.0023
Si -0.0323 0.0383 0.0003
Si -0.0401 0.0152 -0.0212
Si 0.0155 -0.0379 0.0096
Si 0.0273 0.021 0.0061
Si 0.0069 -0.0071 -0.0033
Si 0.0215 0.0337 0.0202
Si -0.0379 0.0332 -0.0174
Si -0.1043 -0.0263 0.0145
Si 0.1278 0.0417 -0.0405
Si -0.0393 -0.0329 0.0065
Si 0.0343 0.0818 0.0208
Si 0.0082 -0.0108 -0.0042
Si -0.0194 -0.0527 0.0454
Si 0.0121 -0.0223 0.0512
Si -0.0387 -0.1303 -0.037
Si -0.0854 0.3647 -0.2727
Si -0.125 -0.2207 0.3632
Si -0.0806 -0.3404 -0.1613
Si 0.1241 0.0097 0.1667
Si -0.0275 -0.0725 0.0041
Si 0.2028 0.261 -0.2733
Si 0.1064 0.0214 0.0862
Si -0.5016 0.0319 -0.123
Si -0.0058 -0.0034 0.0084
Si 0.0098 -0.0097 0.0018
Si 0.0091 0 0.0217
Si 0.0036 -0.0042 0.001
Si 0.0054 -0.0078 0.0205
Si -0.0119 0.0048 0.0042
Si 0.0026 -0.0089 -0.0119
Si -0.023 0.0169 0.0127
Si -0.0154 -0.0028 -0.0004
Si 0.0072 0.0049 0.0119
Si 0.0213 0.0209 -0.0186
Si 0.0188 0.0115 0.0179
Si -0.0018 0.0172 -0.019
Si 0.0039 0.0149 -0.0256
Si 0.0227 0.0003 -0.0113
Si 0.0007 0.0008 -0.0115
Si 0.0077 0.0232 0.0313
Si 0.0218 -0.0343 0.0502
Si 0.0426 -0.0126 0.0626
Si -0.0189 0.0079 0.0485
Si 0.0081 -0.0525 0.0759
Si 0.0038 0.0523 0.0761
Si -0.0491 0.0099 0.0577
Si 0.0269 -0.0019 0.0364
O 0.0074 -0.0075 -0.005
O 0.0107 0.0013 -0.0063
O -0.0098 -0.0014 0.0132
O -0.0092 -0.0112 0.0132
O -0.0011 -0.003 0.0085
O 0.0033 0.0003 0.0096
O 0.0139 -0.0048 -0.0233
O -0.0005 0.0054 -0.0112
O -0.0154 0.0095 -0.0172
O 0.0149 0.0001 -0.0162
O -0.0122 -0.0088 -0.0139
O 0.0133 -0.001 -0.0202
O 0.0068 -0.0047 0.0075
O 0.0068 -0.0051 -0.0324
O -0.0155 -0.0057 -0.0196
O -0.0225 0.0123 -0.0241
O 0.0172 0.0227 0.0072
O 0.008 -0.0045 0.0213
O 0.0169 -0.0053 0.0374
O 0.0014 -0.0252 0.0242
O -0.0078 0.0227 0.017
O 0.0093 0.0038 0.0009
O -0.0057 -0.0014 0.0058
O -0.0358 0.0007 0.0213
Si -0.0022 -0.0006 -0.0117
Si -0.0015 0.0099 0.0025
Si 0.005 -0.0054 -0.0029
Si -0.006 0.0092 0.0157
Si 0.0048 -0.0223 0.0145
Si -0.0034 -0.0009 -0.0018
Si 0.0017 0.0022 0.0048
Si 0.0023 -0.0069 0.0009
Si 0.0036 0.0004 -0.0094
Si -0.0023 -0.0047 0.0049
Si 0.0001 -0.0035 -0.0068
Si 0 0.0046 -0.0089
Si 0.0003 -0.0052 -0.0069
Si -0.007 0.0076 -0.0035
Si -0.0031 0.0046 -0.0112
Si 0.003 0.0044 -0.0025
Si -0.0002 -0.0006 0.0047
Si 0.0016 0.0067 -0.0027
Si -0.007 0.0018 -0.0102
Si -0.0081 0.0123 0.0052
Si -0.0059 0.0024 -0.0105
Si 0.004 0.0044 -0.002
Si 0.0033 0.0017 -0.0103
Si -0.0115 0.0092 -0.0161
Si 0.0032 0.0014 -0.0051
Si -0.001 -0.0009 -0.0064
Si 0.0017 0.0027 0.0027
Si 0.0016 -0.0028 -0.0059
Si 0.0078 -0.0046 -0.0029
Si 0.0092 0.0165 0.0079
Si 0.0074 -0.0135 -0.0026
Si 0.0028 -0.0098 -0.0044
Si -0.0045 0 0.0019
Si 0.0022 -0.0039 0.003
Si -0.0039 -0.0043 0.0048
Si -0.0007 0.0003 -0.0088
O 0.0033 0.0126 0.0054
O -0.0075 0.0347 0.0103
O -0.0015 0.0072 0.0109
O 0.0048 -0.0146 0.0044
O 0.028 -0.0081 -0.019
O 0.0137 0.0296 0.0057
O -0.0144 0.0211 -0.0188
O -0.0116 0.0145 -0.0244
O -0.0123 -0.0146 0.0282
O -0.0015 0.0008 -0.0232
O -0.0189 -0.0141 -0.0103
O -0.0167 0.0218 0.0026
O -0.0043 -0.0069 0.0037
O -0.0192 -0.019 -0.003
O 0.0166 0.0281 -0.0108
O 0.0258 -0.0003 0.019
O -0.0043 0.0252 -0.0227
O -0.0121 0.0239 -0.0023
O 0.0161 0.0095 0.0176
O 0.0013 0.0061 0.0073
O -0.0024 0.0019 0.0163
O -0.0135 0.0116 -0.0193
O 0.0271 -0.0139 0.0328
O -0.0089 0.0064 -0.0025
O 0.0192 -0.0027 0.0072
O 0.0179 -0.0055 -0.0022
O -0.0266 -0.0157 -0.005
O 0.0166 0.005 0.0285
O 0.0083 0.0126 0.0322
O -0.0333 -0.0119 0.0096
O -0.0325 0.0022 -0.0102
O 0.0256 0.0068 0.0117
O -0.0027 -0.0274 0.0259
O -0.0085 0.0118 0.0074
O 0.0101 0.0034 -0.0019
O 0.0144 0.0156 0.0364
O -0.0073 -0.0121 -0.0012
O -0.0131 -0.0162 -0.0224
O -0.0075 -0.0197 0.0177
O 0.0152 0.0013 -0.0056
O 0.0071 -0.0106 -0.0227
O 0.0239 0.0194 -0.0132
O -0.012 -0.0116 -0.0036
O 0.0252 -0.0152 -0.0131
O -0.0224 0.0253 0.0063
O -0.0177 -0.0229 -0.0129
O -0.0047 -0.0118 -0.0184
O -0.0084 -0.0119 -0.0065
O -0.0191 -0.0105 0.0111
O -0.0088 -0.0003 0.001
O 0.0162 -0.0028 0.0196
O -0.013 -0.02 -0.0008
O 0.008 -0.0173 0.0147
O -0.0055 0.0024 -0.0114
O 0.0084 -0.0041 0.0006
O 0.0011 -0.0168 0.0022
O 0.0097 0.005 0.0041
O 0 0.0012 -0.0004
O 0.0116 0.012 0.0325
O 0.02 0.0204 -0.0205
O -0.0206 -0.0231 -0.0004
O -0.0263 -0.0185 -0.004
O 0.0179 0.0182 -0.028
O 0.0019 0.011 0.0163
H -0.0134 -0.0146 0.0038
O 0.0048 -0.0233 -0.0243
H 0.0093 0.005 0.0375

The program warned: the cutoff lies below the one the program advises for these potential files; the exchange-correlation potential is rough where the density is thin.
